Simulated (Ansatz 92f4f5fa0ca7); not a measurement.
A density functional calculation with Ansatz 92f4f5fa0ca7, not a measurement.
Periodic cell of 130 atoms, Si86O44, from a study of silicon, its oxide and their interface. The atomic structure is a simulated model.

Settings
functional: r2SCAN
potential files: Ansatz norm-conserving
basis: plane waves
wave-function cutoff: 1300 eV
density cutoff ratio: 4
exchange-correlation grid ratio: 1
k mesh: 2 x 2 x 1, shifted by 0.5 0.5 0.5 of a step
self-consistency stop: 5e-08 eV per atom in the density residual
occupations: Fermi-Dirac, 0.05 eV
spin: none
net charge: 0

Cell vectors (angstrom)
a  10.88  0  0
b  0  10.88  0
c  0  0  19.2531

Atoms and the computed forces on them: element, x, y, z (angstrom), force x, y, z (eV/angstrom)
Si  -0.1859  0.2183  0.0093  2.6574  -2.1719  1.7906
Si  3.1184  2.5907  -0.0729  1.3125  -3.8  -3.601
Si  -0.1534  5.7403  0.3575  -0.8423  -0.5042  -0.17
Si  3.0216  7.5782  0.1721  -0.8964  0.3093  -0.5021
Si  5.3402  -0.1639  0.1638  -4.6351  4.9579  2.8528
Si  8.3239  2.3776  0.3856  -0.2478  -0.9387  -2.2382
Si  5.5235  5.5803  0.0108  -0.7873  -0.9572  -0.8157
Si  8.2386  7.728  0.5882  3.0068  1.2033  1.5331
Si  1.5301  1.402  1.3104  -1.6912  0.0084  -1.2923
Si  4.1575  4.0188  1.3603  2.0011  0.5183  -1.0083
Si  1.5773  6.6882  1.8542  -0.9022  0.2801  -1.8871
Si  3.9019  9.3989  1.5206  1.9124  -1.6704  -1.352
Si  6.6609  1.1916  1.5552  0.1619  0.3314  -0.7141
Si  9.2638  4.1107  1.6535  0.5634  1.458  -0.9001
Si  6.676  6.6406  1.69  0.0001  -0.4217  -0.1821
Si  9.6741  9.5372  1.5385  -0.9785  -1.1955  -0.4948
Si  -0.1486  2.6924  2.5674  1.8431  -0.7907  2.0171
Si  2.5619  -0.1391  2.7087  -0.2884  1.6568  1.3519
Si  0.1548  8.2237  2.965  -0.588  0.0897  -1.1278
Si  3.1522  5.3993  2.8718  -1.7859  -0.8156  0.748
Si  5.4911  2.7606  2.8707  -1.0155  -0.7226  -0.6768
Si  7.9696  -0.211  2.695  3.1272  1.5702  0.5359
Si  5.5156  8.0955  2.8715  -1.3586  1.8023  0.6562
Si  8.031  5.6909  3.218  0.7944  -1.9776  -0.7098
Si  1.4828  3.9936  4.0084  -1.1733  1.2818  -1.8664
Si  3.8526  1.4468  4.0501  0.891  -1.0507  0.3905
Si  1.1115  9.708  4.299  1.9975  -0.0931  0.9275
Si  4.2235  6.8485  4.2961  0.0552  -0.9094  0.8786
Si  6.7718  4.0259  4.2887  -0.2766  1.0205  0.5716
Si  9.3899  1.3513  4.1411  0.137  -1.0591  0.2829
Si  6.8712  9.5705  4.1835  -1.7858  -1.3763  1.6241
Si  9.6624  6.9917  4.3051  -1.1148  -0.7225  -0.0487
Si  -0.1233  -0.0044  5.9149  -1.899  -0.0356  -1.8612
Si  2.5008  2.771  5.4707  0.2414  -2.0519  1.9198
Si  0.0122  5.2923  5.2691  -0.7687  -0.3289  0.5518
Si  2.5812  8.0768  5.4518  -1.0118  -0.0356  -0.9217
Si  5.2313  -0.0219  5.4621  0.6426  0.8975  -0.6123
Si  7.9421  2.5861  5.5967  0.8693  -0.1485  0.1235
Si  5.3624  5.2298  5.7756  -0.2992  0.7252  -0.7512
Si  8.0898  8.1442  5.6396  -0.4673  -0.329  -0.5702
Si  1.005  1.5438  7.0977  1.9431  -0.2531  -0.9032
Si  3.8823  3.8282  6.9981  0.7968  1.4395  0.1957
Si  0.9742  6.8059  6.6395  2.1016  0.1635  2.005
Si  3.9181  9.4246  6.6304  -0.2628  1.2291  1.4197
Si  6.4899  1.3607  7.0384  0.926  -0.4421  -0.3154
Si  9.4574  4.0152  6.7252  -0.3425  -0.1439  1.988
Si  6.7324  6.7521  6.9608  0.4637  -0.4181  1.0467
Si  9.1914  9.4307  7.1232  0.4058  2.5095  0.4961
Si  -0.2237  2.6214  8.6417  -0.8921  1.7818  -1.0405
Si  2.574  0.0799  8.0251  1.1739  0.1569  1.0968
Si  -0.0015  8.4224  8.1999  0.2759  -2.1044  0.2359
Si  2.5623  5.4211  8.1441  -1.2661  0.0351  -0.664
Si  5.41  2.7811  8.5075  -1.1437  0.0245  -1.2306
Si  7.9805  0.2261  8.5756  -0.1556  -0.7237  -1.9345
Si  5.2501  8.2682  8.0889  1.0937  0.4011  -0.3624
Si  8.2812  5.4395  8.5276  1.0712  1.2531  -1.578
Si  1.1966  4.1408  9.6716  0.4359  -0.0353  0.4525
Si  4.035  1.3636  9.6495  -0.1916  -1.1728  0.0344
Si  1.1875  9.7975  9.5621  0.7824  -0.0994  0.7372
Si  3.7707  7.0514  9.2491  0.3566  0.075  0.9591
Si  6.7876  4.1601  9.7136  0.0317  0.2663  0.4074
Si  9.2008  1.4764  10.0966  0.9853  0.3206  -0.1251
Si  6.6239  9.6053  9.5876  0.0586  -0.8063  1.6849
Si  9.9858  7.1578  9.9885  -2.4301  -1.0595  -0.8176
Si  -0.1421  0.1435  11.1758  2.0032  -0.7816  -0.5727
Si  2.2825  2.3648  10.8869  -0.8786  0.1738  0.5691
Si  0.5451  5.8218  11.2901  2.2878  -1.4727  2.0748
Si  2.5606  8.2812  10.989  0.1257  -0.3571  -2.32
Si  5.7783  0.3393  11.1555  1.6549  1.2259  -5.7876
Si  7.7869  2.8294  11.3775  -1.3321  1.4208  2.1245
Si  5.4885  5.9422  10.3653  0.7489  1.9219  4.5631
Si  8.0019  8.1265  10.9534  -1.8642  -2.2768  -1.4582
Si  -3.2499  4.1638  17.2156  -1.4743  -2.9799  0.3338
Si  12.7595  2.5609  16.3012  1.0144  0.1012  -0.146
Si  9.6561  6.212  14.4015  2.0316  0.4572  -0.952
Si  9.1714  8.6674  15.9361  0.2792  -0.8918  -3.4059
Si  13.1496  14.9402  13.4845  -0.5883  0.7032  1.3622
Si  0.9164  -2.0088  17.3104  0.0747  -2.2924  -2.6505
Si  4.5257  6.0536  13.5142  -0.776  -2.6427  -0.0013
Si  7.2617  4.4501  14.041  -0.471  -2.529  0.3155
Si  4.769  8.6316  15.305  1.7193  1.1694  1.5223
Si  9.8029  -2.0989  13.1654  -0.9899  -0.0986  2.1889
Si  2.4022  -0.4376  15.4126  1.0607  -1.8922  -0.4283
Si  4.1714  9.9669  13.2294  -0.9459  1.6175  -3.9534
Si  10.5634  4.7747  16.8719  5.9277  -1.1794  -1.3219
Si  6.7636  9.0901  17.4646  -0.4236  2.4525  -0.6824
O  -1.5902  -4.2716  0.0862  1.6926  -0.2475  -0.4376
O  0.3574  -0.7036  -1.2678  -0.0992  2.1058  1.6035
O  3.1186  5.3356  -5.2372  1.7286  0.0413  -1.4103
O  4.116  1.0824  -0.428  -0.0421  0.9539  1.8723
O  0.886  4.804  -6.3625  -0.7194  0.5393  -1.6479
O  -13.0373  7.2373  -4.0962  -0.8756  1.6184  2.2533
O  2.0049  7.8368  -1.1735  -0.8031  2.2941  -0.3699
O  2.9927  13.8952  -1.83  -0.7183  -0.9307  3.4271
O  5.8938  -0.5431  -1.1999  2.241  -1.7178  -3.2583
O  7.4341  3.9034  -3.6692  -0.0199  0.2858  2.0578
O  7.5146  2.6938  -1.0728  1.0807  2.3267  -0.7487
O  9.6455  1.3525  -0.1058  -3.2335  2.6579  -0.6528
O  11.3565  3.27  -2.5599  -1.3708  0.5336  0.0582
O  6.5454  5.1349  -1.3081  -1.1326  0.8541  0.9364
O  7.5377  8.5163  -0.5789  -0.6567  -0.6878  -0.422
O  11.4854  5.4689  -1.1535  -2.0351  -0.218  0.5322
O  -0.2985  -0.9108  12.4551  0.8663  1.1363  -2.0629
O  1.091  1.2168  11.3893  0.9336  1.0828  0.3396
O  5.8581  5.15  13.9637  -1.5192  1.8189  -0.0734
O  1.7706  6.9483  11.4009  -1.2647  -1.0213  0.7267
O  2.7904  3.1981  12.2127  0.4848  -0.7777  0.6072
O  3.4973  8.756  12.1953  1.4409  2.0278  1.7058
O  5.5055  9.4084  14.0048  -2.1858  0.5275  0.6974
O  6.9338  1.4974  11.3161  -1.9882  -3.1415  -0.1239
O  4.7913  0.3607  12.2969  -3.0473  -2.3063  5.3251
O  7.2722  3.1585  12.9985  1.4848  1.0475  -1.0804
O  12.7805  0.9067  15.9819  -0.9898  3.071  1.9829
O  4.5425  5.9189  11.8688  0.8659  0.4248  0.0687
O  10.3586  8.166  16.8531  0.7782  -0.4975  1.849
O  8.3365  8.5208  12.4734  0.778  1.0592  0.9863
O  6.9087  6.8225  11.1714  -1.0098  0.1495  -1.6588
O  -2.9799  9.4606  16.4142  0.7446  1.0771  0.6153
O  10.4765  7.2267  13.2843  -1.0026  0.4661  0.7808
O  9.1422  4.6736  17.4391  -2.5344  -0.1342  0.2676
O  13.366  3.1684  14.9599  -1.3342  1.0189  -3.4227
O  10.7433  5.4433  15.3598  -1.2252  0.0696  1.2599
O  12.1877  9.2594  15.699  1.3028  0.3698  1.6992
O  8.5751  5.2586  13.728  1.3102  0.3418  -1.151
O  4.3348  7.3226  14.5355  -0.0053  -0.4632  -0.1903
O  5.7947  8.3465  16.5088  -1.6662  -2.4363  -0.9191
O  -6.6315  6.6125  18.8429  0.4377  0.1444  0.1132
O  2.808  10.6956  13.8452  1.2538  -1.3959  0.2633
O  9.6523  -1.3275  14.6419  0.0262  -1.4399  -0.6387
O  14.705  9.7925  16.0527  -0.7728  -0.875  -1.3723

Results
free energy: -30543.207 eV
free energy less fixed offsets of O -463.61, Si -117.95 eV per atom: -0.667 eV
pressure: -1.32 GPa
stress xx, yy, zz, yz, xz, xy (GPa, positive in tension): 0.95, 0.92, 2.08, 0.92, 0.09, -1.61
